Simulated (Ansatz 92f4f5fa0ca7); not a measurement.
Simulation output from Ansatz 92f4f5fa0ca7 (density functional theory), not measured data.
Periodic cell of 214 atoms, Si131O81As2, from a study of silicon, its oxide and their interface. The atomic structure is a simulated model.
Doubt: the cutoff is far below the 930 eV that the study's wrapper takes by default for these files, so forces and energies are approximate.

Settings: functional PBE; potential files Ansatz PAW; basis plane waves; wave-function cutoff 580 eV; density cutoff ratio 5; exchange-correlation grid ratio 1; k mesh 1 x 1 x 1, Gamma-centred; self-consistency stop 5e-08 eV per atom in the density residual; occupations fixed; spin none; net charge 0.

Cell vectors (angstrom)
a 10.938 0 0
b 0 10.938 0
c 0 0 31.5432

Atoms: element, x, y, z (angstrom)
Si 10.3917 0.5964 24.3391
Si 5.996 10.5171 24.147
Si 2.0908 3.2559 24.1024
Si 8.6571 2.284 24.2828
Si 0.4566 5.0611 24.1483
Si 5.021 5.9043 24.2216
Si 3.3573 7.6523 24.1584
Si 7.7917 8.847 24.0125
Si 1.3044 1.4867 25.4664
Si 6.8835 1.319 25.482
Si 3.9917 4.1105 25.3398
Si 9.6314 4.1067 25.4146
Si 1.4551 6.8233 25.354
Si 6.8667 6.9617 25.256
Si 4.1907 9.5391 25.3383
Si 9.4971 9.6607 25.4425
Si 2.7531 0.0123 26.6472
Si 8.1909 0.0005 26.9333
Si -0.018 2.7858 26.9139
Si 5.4264 2.7457 26.6693
Si 2.7209 5.4576 26.8308
Si 8.2024 5.5333 26.6346
Si 0.0153 8.2223 26.6496
Si 5.5181 8.215 26.7935
Si 4.0982 1.3672 28.0743
Si 9.5648 1.3874 28.2284
Si 1.3661 4.1351 28.2239
Si 6.8233 4.1369 28.0297
Si 4.1245 6.8372 28.1356
Si 9.5843 6.8534 28.0558
Si 1.3813 9.584 28.0501
Si 6.8203 9.5581 28.2219
Si 0.0227 -0.014 29.4966
Si 5.4425 0.0197 29.5055
Si 2.7465 2.7218 29.4989
Si 8.1652 2.7767 29.4914
Si -0.0271 5.5033 29.5077
Si 5.4811 5.4631 29.4836
Si 2.7329 8.2127 29.4703
Si 8.2262 8.1826 29.5003
Si 1.3673 1.3673 30.8594
Si 6.8362 1.3673 30.8594
Si 4.1018 4.1018 30.8594
Si 9.5708 4.1018 30.8594
Si 1.3673 6.8362 30.8594
Si 6.8362 6.8362 30.8594
Si 4.1018 9.5708 30.8594
Si 9.5708 9.5708 30.8594
Si 2.7345 0 0.6835
Si 8.2035 0 0.6835
Si 0 2.7345 0.6835
Si 5.469 2.7345 0.6835
Si 2.7345 5.469 0.6835
Si 8.2035 5.469 0.6835
Si 0 8.2035 0.6835
Si 5.469 8.2035 0.6835
Si 4.1208 1.3409 2.0476
Si 9.5469 1.3826 2.039
Si 1.3375 4.1284 2.0493
Si 6.8583 4.0732 2.0517
Si 4.0861 6.8607 2.0365
Si 9.5957 6.8085 2.049
Si 1.3808 9.5586 2.0542
Si 6.8363 9.566 2.0608
Si -0.0306 -0.0075 3.3453
Si 5.4722 -0.022 3.4767
Si 2.7117 2.7218 3.3274
Si 8.1988 2.7023 3.4881
Si -0.0127 5.4682 3.5058
Si 5.4787 5.485 3.3246
Si 2.7455 8.2059 3.4772
Si 8.2327 8.1787 3.3768
Si 1.3162 1.3713 4.6678
Si 6.8553 1.297 4.8887
Si 4.0868 4.1187 4.612
Si 9.5506 4.068 4.8926
Si 1.3692 6.8663 4.8795
Si 6.8592 6.8021 4.7073
Si 4.1242 9.5513 4.8917
Si 9.5863 9.5574 4.7327
Si 2.653 0.0488 6.0946
Si 8.229 -0.1474 6.2416
Si -0.0047 2.6489 6.1878
Si 5.4112 2.7773 6.0303
Si 2.7698 5.4167 6.1029
Si 8.1413 5.4476 6.2039
Si 0.0145 8.2938 6.2195
Si 5.5676 8.133 6.1818
Si 3.5165 1.9618 7.1409
Si 10.0283 0.8147 7.4236
Si 1.7953 3.654 7.3261
Si 6.27 4.5012 7.375
Si 4.6586 6.2509 7.2455
Si 9.1943 7.216 7.3591
Si 0.9165 10.1626 7.4741
Si 7.42 8.8837 7.4924
O 4.5409 6.4317 8.8883
O 1.4558 3.9959 8.9194
O 9.7915 6.6992 8.8187
O 1.3558 10.1276 9.1021
O 6.2128 4.1805 9.013
O 3.8544 1.7348 8.7285
O 7.1605 8.947 9.1512
O 9.6167 1.0389 9.0139
O 8.1953 2.6025 22.7285
O 10.9365 5.5244 22.6206
O 5.5542 0.1082 22.6451
O 5.2755 5.3833 22.6721
O 2.0975 2.7818 22.5095
O 3.2793 7.8293 22.5044
O 8.3628 8.7651 22.445
O -0.207 11.2526 22.7551
Si 2.1003 2.9936 12.9004
Si 8.7602 1.2635 10.371
Si 0.9454 4.3098 15.3856
Si 7.5462 5.6731 12.2374
Si 2.3507 8.1783 21.2173
Si 5.3658 7.8459 12.4511
Si 9.2508 0.3493 15.4395
Si 2.8096 -0.0642 16.679
Si 10.5838 1.0131 12.6544
Si 7.6958 2.8552 21.2111
As 9.5023 8.5482 14.2118
Si 1.4776 4.7737 10.3505
Si 4.4063 9.488 19.141
Si 10.9969 6.0989 21.0955
As 6.5017 10.2896 14.5317
Si 5.3261 0.7455 21.172
Si 2.4983 9.8153 10.2302
Si 0.3923 10.6391 21.3962
Si 5.7732 5.2941 21.1396
Si 3.6344 7.0742 10.0492
Si 9.0664 5.5861 14.9464
Si 3.5329 4.1383 19.1319
Si 9.9454 3.6812 19.268
Si 4.1075 8.6621 15.3449
Si 0.3737 1.8159 17.1668
Si 6.7275 7.5851 19.3075
Si 5.1564 3.6539 16.8167
Si 7.6911 5.0933 17.5446
Si 6.7108 9.9384 10.3645
Si 4.4979 1.1162 10.0533
Si 0.3638 8.9304 12.0579
Si 9.0532 8.6546 20.959
Si 4.4216 1.7445 14.6766
Si 2.3853 2.0996 21.0598
Si 6.4152 3.3786 10.4166
Si 3.243 5.8811 16.7093
Si 9.9327 6.5472 10.4253
O 0.0229 2.6301 18.5381
O 2.7937 9.6431 15.5677
O 10.7713 4.8283 20.097
O 7.6973 2.4438 10.1097
O 10.8994 5.2609 10.7688
O 6.5759 6.8329 12.8763
O 10.4977 7.9614 11.021
O 8.4417 6.2867 11.0254
O 5.2713 10.4918 20.0809
O 2.1548 3.7359 11.4323
O 7.8947 8.6161 19.8082
O 6.146 6.7868 20.6133
O 5.447 2.6888 15.5427
O 1.2656 0.9267 20.7036
O 6.0297 9.1216 11.6228
O 4.4515 4.9566 16.1213
O 6.4931 4.0036 17.6801
O 10.6529 10.4255 12.0835
O 5.3444 0.605 13.9416
O 7.8267 5.3044 15.942
O 9.8516 9.7477 15.508
O -0.6376 4.618 15.3229
O 1.4924 6.8445 20.8006
O 1.3871 0.5184 17.2706
O 6.5488 1.7639 20.8093
O 1.1183 1.6792 12.848
O 3.0797 5.512 18.3185
O 9.7536 1.8329 11.5266
O 1.1015 2.892 16.1728
O 8.5735 5.2539 13.43
O 11.1999 8.3234 13.5758
O 1.4008 9.4033 21.7175
O 10.0456 9.9406 20.618
O 3.3032 0.2182 10.7446
O 5.1524 2.3981 10.8495
O 1.5007 4.1422 13.8729
O 7.9967 10.8247 10.8729
O 9.0544 4.4811 18.1649
O 5.4639 9.5039 15.8189
O 5.6671 0.0482 9.685
O 3.5512 2.5005 13.5001
O 1.786 5.5364 16.0551
O 9.7163 1.0397 14.0281
O 4.387 7.0026 11.4791
O 4.609 4.6076 20.2501
O 9.8731 1.2435 16.6381
O 6.6794 4.4118 11.6609
O 5.5084 8.4069 18.5975
O 8.9931 2.7655 20.2304
O 3.4442 1.1659 15.8349
O 4.1413 3.1085 17.9953
O 9.8377 7.2242 20.893
O 3.4455 8.6415 9.5941
O 3.7276 7.3847 16.297
O 7.6044 0.3397 15.5852
O 9.555 7.123 15.249
O 3.8874 1.4905 21.1341
O 1.8992 9.1197 11.5811
O 2.2783 6.1942 10.2023
O 7.3206 6.5148 18.2369
O 7.1142 4.3719 21.0637
O 4.4703 8.2778 13.7657
O 3.2567 8.665 19.9638
O 2.3796 3.282 19.9176
O 3.6733 10.344 17.9652

Results
free energy: -139051.668 eV
free energy less fixed offsets of As -4856.12, O -568.88, Si -635.61 eV per atom: 4.762 eV

Forces (eV/angstrom), in the order of the atoms: element, x, y, z
Si 0.0008 -0.0011 -0.0017
Si -0.0001 -0.0001 -0.0029
Si -0.0002 -0.0004 -0.0002
Si 0.0009 0.0008 -0.0019
Si -0.0005 -0.0011 -0.0018
Si -0.0002 -0.001 -0.0005
Si -0.0001 0.0004 -0.0008
Si 0.0019 -0.0015 -0.0008
Si -0.001 0.0024 0.0028
Si 0.001 -0.002 0.0037
Si 0.0003 0.0008 0.001
Si 0.0011 -0.0019 0.0031
Si 0.0011 -0.0018 0.0023
Si -0.0001 0.0017 0.0004
Si -0.0002 -0.0018 0.0012
Si -0.0027 0.0014 0.003
Si 0.0005 0 -0.0023
Si 0.0006 0 -0.0039
Si -0.0003 0.0007 -0.0033
Si -0.0002 0 -0.0016
Si -0.0003 -0.0003 -0.0024
Si 0.0012 -0.0004 -0.0021
Si 0.0008 0.0008 -0.0018
Si 0.0003 -0.0002 -0.002
Si -0.0002 0.0009 0.0039
Si -0.0012 0.0002 -0.0036
Si 0.0007 -0.0014 -0.0034
Si 0.0005 -0.0029 0.005
Si -0.0022 0.0016 0.002
Si -0.0004 0.0001 0.005
Si -0.0008 -0.0009 0.0055
Si -0.0005 0.0018 -0.0033
Si 0.0018 -0.0036 -0.0017
Si -0.0004 0.0015 0.0004
Si 0.0017 -0.0019 -0.0014
Si -0.0024 0.0033 -0.0004
Si -0.0024 0.0015 0.0005
Si 0.0013 -0.0024 -0.0017
Si -0.0012 0.0002 -0.0012
Si 0.0028 -0.0028 -0.0009
Si 0.1421 -0.0782 0.1017
Si -0.1659 0.1542 -0.0497
Si 0.1286 -0.0818 0.0033
Si -0.1864 0.158 -0.0274
Si -0.0147 0.2195 -0.0843
Si 0.0893 -0.1485 0.0418
Si -0.1642 0.0626 -0.0435
Si 0.1329 -0.0836 0.0515
Si 0.0693 -0.1518 0.0368
Si -0.136 0.0536 -0.052
Si -0.1491 0.1167 -0.063
Si 0.1014 -0.1293 0.0626
Si -0.1305 0.1093 -0.0472
Si 0.1185 -0.1973 0.0807
Si 0.1942 -0.1018 0.0832
Si -0.029 0.1528 -0.089
Si 0.0004 -0.0007 0.0005
Si -0.0024 0.0056 0.0005
Si -0.0022 0.0034 0.0016
Si 0.0035 -0.0016 0.0006
Si -0.0044 0.0033 0.0014
Si 0.0023 -0.002 -0.0002
Si 0.0017 -0.0018 0.0008
Si -0.001 0.0013 0.0021
Si 0.0048 -0.0059 0.0044
Si -0.0003 0.0004 -0.0033
Si 0.0017 -0.0015 0.0032
Si -0.0015 0.0027 -0.0043
Si 0.0011 -0.0012 -0.0044
Si 0.0042 -0.0038 0.0055
Si -0.0009 0.0017 -0.004
Si -0.0014 0.0005 0.0002
Si -0.0003 0.0011 0.0032
Si 0 0.0006 0.0026
Si -0.0014 0.0003 0.0053
Si -0.0017 -0.0014 0.0031
Si 0.0023 0 0.0014
Si 0.0007 -0.0015 0.0022
Si -0.0016 -0.0004 0.0011
Si 0.0013 -0.0006 0.0027
Si -0.0042 -0.0002 -0.005
Si 0.0009 -0.0006 0.0013
Si 0.0028 0.0003 -0.0043
Si -0.0011 -0.0002 -0.0043
Si 0.0014 -0.0018 0.0001
Si 0.001 0.0007 -0.0038
Si -0.0029 -0.0004 -0.0015
Si 0.0016 -0.0009 -0.0037
Si -0.0051 0.0034 0.003
Si -0.0012 -0.0027 -0.0031
Si 0.0016 -0.0014 -0.001
Si -0.0015 -0.0013 0.0012
Si -0.0016 -0.0008 -0.0018
Si -0.0002 0.0026 0.0006
Si 0.003 -0.0007 -0.0002
Si 0.002 0.0004 -0.0028
O -0.0005 0.0014 0.0014
O -0.0002 -0.0018 -0.0008
O 0.0005 -0.0005 0.0002
O 0.0003 -0.0009 0.0027
O 0.001 -0.0003 -0.0012
O 0.0016 -0.0059 -0.0009
O -0.0021 0.0011 0.0065
O 0.001 0.0001 0.0018
O 0.0008 -0.0015 0.0015
O 0.0009 -0.0011 0.0002
O 0.001 -0.0006 0.0002
O -0.0007 0.0012 0.0024
O -0.0001 0.0005 0.0001
O 0.001 -0.0004 0.0004
O -0.0021 0.0002 0.0008
O -0.0006 0.0008 0.0016
Si 0.0015 0.0058 -0.0016
Si -0.0039 0.0021 -0.0037
Si -0.015 0.0164 -0.0066
Si -0.002 -0.002 -0.01
Si -0.0007 -0.0003 0.0013
Si -0.0066 -0.0059 -0.0071
Si 0.0093 0.0124 0.0026
Si -0.0001 -0.0002 0.0023
Si 0.0064 0.0016 -0.0017
Si -0.0016 0.0005 0.0021
As 0.023 -0.0363 0.0101
Si -0.0012 -0.0003 -0.0027
Si 0.0001 -0.0021 0.0048
Si -0.001 0.0006 0.0008
As -0.0158 -0.0005 -0.0076
Si -0.0005 0.0018 0.0022
Si 0.002 -0.001 -0.0067
Si 0.0005 -0.0012 0.0019
Si 0.0006 -0.0022 0.0001
Si 0.0009 -0.002 -0.004
Si 0.0277 0.0117 0.0234
Si 0.0003 0.0017 0.0021
Si -0.0003 0.0015 0.0059
Si -0.0054 -0.009 -0.0022
Si 0.0055 0.0069 0.0059
Si 0.0011 -0.001 0.0024
Si -0.004 0.0126 -0.0025
Si 0.0007 -0.0019 0.0098
Si 0.0008 -0.0014 -0.0054
Si -0.0023 0.0016 -0.0028
Si -0.0035 -0.0026 -0.0052
Si 0.0025 -0.0016 0.002
Si -0.0062 0.0071 0.0015
Si 0.0006 -0.0001 0.0007
Si -0.0015 -0.0018 -0.0014
Si 0 -0.0083 -0.0015
Si 0.0017 -0.0072 -0.0074
O 0.0021 -0.0043 -0.0061
O 0.0042 -0.0023 0.0009
O 0 -0.0006 -0.0003
O -0.0015 -0.0005 -0.0005
O -0.0005 0.0015 0.0024
O -0.0002 0.0037 0.0037
O 0.0009 0.0043 0.0081
O -0.006 -0.0005 0.005
O 0.0003 0 -0.0004
O 0.0001 -0.0037 0.0042
O -0.0022 -0.0019 -0.0013
O 0.0007 0.0005 -0.0021
O 0.0018 0.0053 0.0058
O 0 -0.0008 -0.0011
O 0.0034 0.0012 0.0037
O 0.0002 -0.0171 0.0155
O -0.0075 0.0045 -0.0101
O -0.0013 0.0011 0.0035
O 0.0091 -0.0058 0.0017
O 0.0337 0.0129 -0.0199
O -0.0002 -0.0069 0.002
O -0.011 0.0315 -0.0102
O 0.0003 -0.0005 -0.0007
O -0.0023 0.0001 -0.0003
O 0 -0.0017 -0.0011
O -0.0032 -0.0035 0.0026
O 0.0012 0.0005 -0.0068
O -0.0003 0.0011 0.0029
O -0.0035 0.005 -0.0016
O 0.0117 0.007 0.0208
O -0.0135 0.0055 0.0001
O 0.0005 -0.0002 -0.0011
O 0.0001 0 -0.0009
O -0.0001 -0.0013 0.0007
O 0.0019 0.0005 0
O -0.007 0.0023 0.0161
O -0.0007 -0.0017 0.0027
O -0.0096 0.0028 -0.006
O 0.0067 0.0056 0.0029
O -0.0023 0.0005 0.0029
O -0.001 -0.0008 -0.0006
O -0.0043 -0.0182 -0.0071
O -0.0027 -0.0064 0.0034
O 0.0029 0.0013 0.0062
O 0.0006 -0.0008 -0.0011
O -0.0084 -0.0068 -0.0048
O 0.0003 0.0004 0.0017
O 0.0004 0 0
O 0.0009 -0.0007 -0.0013
O 0.0011 -0.0022 -0.0004
O 0.0056 0.0025 -0.0063
O -0.0001 -0.0002 -0.0012
O -0.002 0.0019 0.0025
O -0.0008 0.0006 -0.002
O -0.0073 0.0023 0.0074
O -0.0219 -0.0463 -0.029
O 0.0002 -0.0019 -0.0009
O -0.0003 -0.0018 0.0026
O -0.0018 0.0044 0
O 0.0027 -0.0048 -0.0015
O 0.0004 0.0017 -0.0011
O 0.002 0.0016 0.0022
O 0.0014 0.0006 -0.0019
O 0.0003 -0.0007 -0.0009
O -0.0006 0.0011 -0.0028

The program warned: the cutoff lies below the one the program advises for these potential files; the forces do not sum to zero within the program's tolerance; the exchange-correlation potential is rough where the density is thin.
